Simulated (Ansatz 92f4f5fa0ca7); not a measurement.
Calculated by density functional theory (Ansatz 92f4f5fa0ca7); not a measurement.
Periodic cell of 220 atoms, Si132O88, from a study of silicon, its oxide and their interface. The atomic structure is a simulated model.
This geometry differs little from another in the collection (a relaxation step or a small displacement).

Settings
functional: r2SCAN
potential files: Ansatz PAW
basis: plane waves
wave-function cutoff: 800 eV
density cutoff ratio: 5
exchange-correlation grid ratio: 1
k mesh: 1 x 1 x 1, shifted by 0.5 0.5 0 of a step
self-consistency stop: 1e-10 eV per atom in the density residual
occupations: fixed
spin: none
net charge: 0

Cell vectors (angstrom)
a  10.88  0  0
b  0  10.88  0
c  0  0  32.0878

Atoms and the computed forces on them: element, x, y, z (angstrom), force x, y, z (eV/angstrom)
Si  0.4639  -0.8098  -0.2807  0.003  -0.0024  -0.0028
Si  2.7232  3.3585  -0.0937  0.006  -0.0024  0.0107
Si  0.3296  5.3828  -0.2885  -0.0037  -0.0043  0.0068
Si  2.8316  8.137  0.2484  -0.0012  -0.0015  0.0045
Si  5.669  -0.1665  0.0036  -0.0023  -0.0089  0.0057
Si  8.2739  2.6162  -0.2976  0.0049  0.0057  0.0045
Si  5.1411  6.1111  -0.1344  0.0026  -0.0004  0.0061
Si  7.9219  8.5731  0.0828  0.0105  -0.0044  0.01
Si  1.6478  1.6361  1.1654  0.0005  0.0032  -0.001
Si  4.1903  4.4351  1.289  -0.0041  0.0001  -0.0036
Si  1.3634  6.7579  1.3636  0.0041  0.0025  -0.0006
Si  4.18  9.6014  1.4231  -0.0038  0.0009  -0.0005
Si  6.8496  1.4672  1.1932  0.0043  0.0013  -0.003
Si  9.6367  4.0972  0.9976  -0.0034  -0.0008  0.0007
Si  6.7652  6.9946  1.313  0.0013  0.0026  0.0009
Si  9.6568  9.5392  1.3022  0  0.0011  -0.0006
Si  0.09  2.8191  2.511  0  0.0029  -0.0002
Si  2.7977  0.155  2.6219  0.0029  -0.0001  -0.002
Si  0.0059  8.1332  2.6775  0.0009  -0.0006  -0.0012
Si  2.7668  5.5326  2.7591  -0.0002  0.0032  -0.001
Si  5.4794  2.8508  2.525  0.0008  -0.0016  -0.0019
Si  8.278  0.1311  2.5719  -0.0007  0.0045  -0.0035
Si  5.4843  8.2532  2.7956  -0.0012  -0.0008  -0.0009
Si  8.2154  5.4662  2.4307  -0.0004  -0.0012  -0.0046
Si  1.405  4.1037  3.9949  -0.0003  -0.0006  -0.0002
Si  4.161  1.4748  3.9664  -0.0015  0.0023  0.0005
Si  1.3957  9.5896  3.9147  0.0003  -0.0005  -0.0014
Si  4.1013  6.8923  4.0932  0.0013  0.0003  -0.0009
Si  6.8706  4.153  3.8788  0.0011  0.0016  0.0016
Si  9.6085  1.4763  3.9259  -0.0006  0.0018  0.0013
Si  6.9196  9.6332  3.9912  -0.0008  0.0009  -0.0011
Si  9.52  6.7704  3.9595  -0.0001  0.0021  0.0013
Si  0.0329  0.0405  5.2755  -0.0017  -0.0013  -0.0014
Si  2.7486  2.7395  5.3459  0  0.0008  -0.0004
Si  0.0255  5.4545  5.338  0.0018  0.0001  -0.0016
Si  2.7058  8.2519  5.3578  0.0015  0.0015  -0.0019
Si  5.4991  0.0773  5.3284  0.0002  0.0001  -0.0013
Si  8.1998  2.791  5.2782  0.0026  0.0004  -0.0012
Si  5.4956  5.4563  5.3058  -0.0021  -0.0006  -0.0008
Si  8.1995  8.1806  5.3207  0.0005  0.0002  0
Si  1.3832  1.348  6.6727  0.001  0.0022  -0.0008
Si  4.1288  4.0951  6.667  0.0009  -0.0013  -0.0005
Si  1.375  6.8358  6.6995  0.0002  0.001  0.0006
Si  4.1005  9.5676  6.6772  -0.0016  0.0008  0.0004
Si  6.848  1.4344  6.6706  0  0.0007  0.0007
Si  9.5431  4.1013  6.6822  -0.0016  0.0007  0.0005
Si  6.8289  6.8149  6.6677  0.0008  0.0014  -0.0006
Si  9.5665  9.5561  6.6515  0.0015  0  -0.001
Si  -0.0003  2.6976  8.0125  0.0008  -0.0008  0.0003
Si  2.7182  -0.0061  8.0504  -0.0001  0.0006  0.0005
Si  -0.0244  8.1639  8.0417  0.0008  0.0013  0
Si  2.7772  5.4459  8.0209  0.0004  -0.0004  -0.0003
Si  5.4451  2.7271  8.0551  -0.0006  0.0023  0.0004
Si  8.2005  0.0484  8.0004  0.0008  -0.0005  0.0005
Si  5.4312  8.1417  8.0011  0.0018  0.0006  -0.0004
Si  8.1599  5.4338  8.0355  0.0003  0.0007  -0.0004
Si  1.414  4.0254  9.31  -0.0003  -0.0004  0.0007
Si  4.0981  1.3207  9.4007  0.0001  -0.0005  0.0004
Si  1.3324  9.5063  9.3895  0.0006  0.0003  -0.0012
Si  4.1507  6.7449  9.4327  0  0.0011  0.0007
Si  6.7927  4.0867  9.414  0.0006  -0.0027  -0.0003
Si  9.4945  1.4153  9.4344  0.0009  0.0021  0.0003
Si  6.8123  9.5251  9.2647  -0.0039  0.0015  -0.0006
Si  9.4903  6.7865  9.3971  -0.001  -0.0004  -0.0002
Si  -0.0661  -0.0105  10.736  0.0026  -0.0022  -0.0041
Si  2.7169  2.6641  10.7344  0.0018  -0.0003  -0.0055
Si  0.0225  5.3464  10.6225  0.0008  0.002  -0.0014
Si  2.7159  8.1019  10.67  -0.0004  0.002  -0.0004
Si  5.5076  -0.0645  10.6901  -0.0006  0.0007  -0.0013
Si  8.0872  2.7636  10.8426  -0.0047  0.0025  -0.0026
Si  5.5228  5.3835  10.894  0.0011  -0.0023  -0.0014
Si  8.0302  8.1474  10.6782  0.0057  -0.0023  0.0002
Si  1.3098  1.3151  12.0809  0.0024  0.0008  0.0026
Si  4.1085  3.9256  12.1621  0.0018  -0.0016  -0.0001
Si  1.3706  6.6742  11.9592  -0.0004  -0.0003  -0.0028
Si  4.1529  9.3906  11.9725  0.0004  0.0005  -0.0019
Si  6.7454  1.2897  12.1788  0  0.0031  0.0009
Si  9.4933  4.1987  12.1159  -0.0006  -0.0032  -0.0025
Si  6.8338  6.8695  12.3001  -0.0058  0.0042  0.0007
Si  9.3589  9.5009  11.9927  0.0011  -0.0001  -0.0001
Si  -0.1522  2.6582  13.3582  0.0049  0.0043  0.0065
Si  2.8664  -0.0543  13.2248  0.0011  -0.002  0.0055
Si  -0.2912  7.855  13.0474  0.0026  0.0015  0.0114
Si  2.8442  5.449  13.3649  -0.004  -0.0004  0.0086
Si  5.0382  2.2065  13.5801  0.0062  -0.0001  -0.0049
Si  7.9967  -0.1548  13.5577  -0.003  -0.0002  0.0016
Si  4.9947  7.8008  13.5627  0.0049  0.003  0.0103
Si  8.8717  6.1896  13.3952  0.0031  -0.0058  -0.0039
Si  0.814  3.8989  15.0248  0.0006  0.0021  -0.0087
Si  5.9004  1.9302  15.7634  -0.0064  0.0029  -0.0092
Si  0.8045  9.18  14.6483  -0.0024  -0.0001  -0.003
Si  5.3846  8.4571  15.8151  0.0017  0.0121  -0.0099
Si  7.771  4.4075  16.6945  -0.0135  -0.0299  0.0265
Si  9.7767  0.8852  14.642  -0.0191  0.0028  0.0021
Si  6.647  10.4953  15.5836  -0.002  -0.012  -0.0055
Si  9.3618  5.9226  15.7133  0.0228  0.0058  0.0115
Si  1.0305  -1.6313  22.442  -0.0016  0.0005  -0.0088
Si  10.4441  7.977  17.0092  0.0149  0.0105  -0.0037
Si  -5.1245  8.1958  23.528  -0.0009  0.0008  -0.0052
Si  1.5957  13.1946  17.4308  0.0002  0.0018  -0.0089
Si  -1.2355  4.3807  19.3003  0.0041  0.0051  0.0046
Si  8.9585  10.8077  17.3153  -0.0094  -0.0025  -0.0051
Si  4.0778  -1.5753  18.3903  0.0053  0.0014  -0.0079
Si  10.2407  12.3837  19.5968  -0.0042  -0.0053  -0.0101
Si  1.5779  5.1719  20.2658  0.0009  0.003  -0.0093
Si  3.9608  10.3487  23.3038  0.0009  0.0007  -0.0068
Si  4.3546  1.3988  17.6027  0.005  -0.0013  -0.003
Si  11.5829  10.5157  26.2459  -0.0012  0.0003  -0.0117
Si  5.9989  5.7393  17.403  -0.0008  0.0055  -0.0034
Si  6.65  11.3274  21.7039  0.0007  0.0001  -0.004
Si  7.9982  7.9238  25.4563  -0.002  -0.0022  -0.0091
Si  14.5287  4.0848  18.4704  0.0051  0.0028  -0.0063
Si  1.3518  8.1607  19.6055  -0.0003  0.001  -0.0092
Si  5.679  5.8927  25.2011  -0.0032  0.0014  -0.0046
Si  7.2857  5.9192  20.301  -0.0047  -0.0002  -0.0101
Si  0.3914  7.7911  24.9285  0.0017  0.0005  -0.0076
Si  5.4092  14.0297  27.7586  -0.0057  0.0033  -0.0109
Si  6.886  3.4416  22.0788  0.0011  0.0023  -0.0094
Si  12.1256  14.9512  23.2271  -0.0026  0.0018  -0.0066
Si  9.7175  11.4172  22.4984  -0.0008  -0.0018  -0.0063
Si  6.1717  8.679  20.5568  -0.0021  -0.0034  -0.0144
Si  9.2765  3.2727  23.7745  -0.0005  0  -0.0098
Si  17.4485  3.7039  25.0352  0.0016  0.0009  -0.0051
Si  13.3894  16.451  25.534  -0.0011  -0.0038  -0.0017
Si  2.1953  1.6252  24.5951  0.0011  0.0007  -0.0058
Si  4.0938  1.5472  29.949  -0.0047  0.0014  -0.0132
Si  1.4193  12.2678  28.4859  -0.0017  0.0028  -0.0139
Si  7.0297  4.8278  29.7937  0.0007  -0.0006  -0.0072
Si  13.4745  3.6657  26.8819  -0.0115  0.0098  -0.0109
Si  -1.2106  11.3539  29.7863  0.0031  -0.0008  -0.0082
Si  9.0848  9.3773  27.7889  -0.005  -0.0019  -0.0136
Si  9.3089  6.9574  29.7843  0.0064  0.0028  -0.0031
O  -13.1453  10.5416  -3.2481  -0.0013  0.005  0.0062
O  8.4538  3.6557  -9.6531  0.0031  -0.0029  0.0008
O  1.528  4.3219  -0.7475  0.0007  0.0003  -0.0061
O  -0.271  6.2144  -1.6039  0.0005  0.0054  0.0071
O  -2.3158  7.8344  -1.1959  -0.0127  0.0048  -0.0169
O  1.7291  9.0701  -0.5807  0.0056  -0.0011  0.0021
O  -0.3682  10.1288  -1.6599  0.0023  -0.0009  0.003
O  4.8267  0.3997  -1.2756  0.0111  0.006  0.0086
O  6.8402  -1.2071  -0.5001  -0.0004  -0.0003  -0.003
O  6.4741  4.1495  -3.6458  0.0049  0.0081  0.0045
O  7.5064  3.6421  -1.3036  -0.0088  -0.0155  -0.0038
O  5.8402  5.636  -1.538  0.0005  0.0004  0.0049
O  3.9216  7.1608  -0.5585  -0.0027  0.0034  -0.0059
O  11.8351  11.5885  -0.0028  0.0008  -0.0002  0.003
O  4.6265  20.0372  -7.8817  -0.0009  -0.0005  0.003
O  -0.2499  4.1689  23.9  -0.0011  0.0007  0.0023
O  0.2028  -3.0658  18.5023  0.0069  -0.0025  0.0062
O  2.3074  3.7469  17.6509  0.0022  0.0014  0.0009
O  4.4735  5.1743  17.5965  0  -0.0021  -0.0003
O  0.0422  10.6049  14.7028  0.0069  0.006  -0.023
O  9.5358  9.3196  17.0562  -0.0112  -0.0079  0.0064
O  2.231  4.6404  14.6653  -0.0008  -0.0094  0.0033
O  8.8631  4.1462  17.9014  -0.0081  0.0185  -0.0305
O  4.4838  2.6869  18.6268  -0.0019  -0.0032  0.0031
O  6.0723  7.1134  16.5106  0.0005  -0.0027  0.0019
O  9.4605  1.0477  16.2497  0.0008  0.0011  0.0056
O  11.689  2.6361  16.07  -0.0027  -0.0014  0.0121
O  7.3778  10.6123  17.0832  0.0006  0.013  0.0063
O  3.8784  11.9265  13.9181  -0.0031  0.0019  0.0037
O  11.7189  8.3672  16.0555  -0.0058  -0.0029  0.0058
O  14.7818  6.5904  13.8754  -0.0025  0  -0.0069
O  2.3189  -1.187  14.3018  0.0006  -0.0044  -0.0013
O  0.7603  -1.8838  20.8603  -0.0016  0.0052  0.0084
O  0.3283  15.7078  19.2571  0.001  -0.0027  0.0036
O  4.5458  10.8718  18.4106  -0.0048  -0.0037  0.0016
O  -1.5893  0.4772  18.7865  0.0097  0.006  0.0064
O  10.781  5.0793  15.6528  -0.0127  0.014  -0.0107
O  1.8346  -4.1207  20.2406  0  0.0027  0.001
O  0.6943  12.6527  18.6762  -0.0006  -0.0038  0.0057
O  13.4633  9.0027  18.9473  -0.003  -0.001  0.0034
O  12.6155  13.4016  23.3194  0.0002  -0.0025  0.0014
O  6.4977  5.9437  18.9147  0.0054  -0.0021  0.0012
O  18.1843  7.5073  20.6639  -0.0015  0.0024  0.0036
O  19.7148  16.3684  20.1465  0.0006  -0.0033  0.0035
O  10.7055  -0.6584  22.9937  0.001  0.0003  0.0006
O  2.7907  1.267  17.1212  -0.0037  0.0038  -0.0047
O  1.1664  4.5687  21.701  0.0008  -0.0001  0.0077
O  3.0487  4.5687  19.8885  -0.0038  0.0014  0.0059
O  7.1815  2.9535  16.1356  0.0119  0.0112  0.0032
O  14.2768  11.5088  24.2483  -0.004  -0.0007  0.003
O  9.75  12.6171  23.5899  -0.0006  0.0019  0.0036
O  17.5764  10.2166  20.5026  -0.0012  0.0042  0.0038
O  4.1493  8.7908  16.8477  -0.0059  -0.0045  0.0095
O  0.7789  7.895  23.3397  -0.0013  -0.0043  0.003
O  6.5275  4.798  21.2351  -0.0003  -0.0023  0.0037
O  -5.3305  17.4896  23.7382  0.0004  -0.0025  0.0033
O  6.9791  6.6914  25.8845  0.0028  0.0044  0.0028
O  -0.1048  12.2689  29.0345  -0.0017  -0.0032  0.0013
O  -5.4515  8.458  21.9684  -0.0014  -0.0008  0.0073
O  5.1452  8.4928  19.3189  0.0025  0.0015  0.0067
O  12.4502  2.899  27.8896  0.002  -0.0072  0.0105
O  11.7746  11.7075  25.1594  -0.0056  0.0043  0.0079
O  13.7361  13.4601  25.7054  0.0026  0.0024  0.0025
O  -8.5598  4.9848  24.0157  0.0025  0.002  0.0042
O  2.589  -1.0868  22.552  0.0023  -0.0008  0.0009
O  9.6219  7.9976  28.5454  0.0016  -0.0078  0.0047
O  9.5581  13.7947  19.9468  -0.0043  0.0018  -0.0018
O  3.7968  2.8802  30.8332  -0.002  0.0059  -0.0042
O  1.0885  9.1163  25.5669  -0.001  0.0051  -0.0027
O  -2.9419  8.9171  26.7417  0.0041  0.0055  0.0058
O  10.1307  10.2077  26.8657  0.0029  -0.0041  0.0098
O  7.2536  8.5439  24.1232  0.0018  0.0021  0.0044
O  5.9947  2.7884  26.2717  0.0006  -0.0051  0.0052
O  18.9932  0.1912  22.4154  -0.0001  -0.0008  0.0002
O  5.2329  11.0471  22.4948  -0.0026  -0.0003  0.0046
O  10.4248  11.7648  21.07  -0.002  0.0068  0.0094
O  1.6312  11.0275  27.462  0.0049  0.0011  0.0015
O  5.0941  12.742  28.7006  -0.002  -0.0033  0.0076
O  2.6048  11.9553  29.538  0.0052  -0.015  0.0052
O  17.5096  2.0352  21.2767  -0.0018  -0.0018  0.0029
O  8.2644  5.7848  29.3545  0.0035  -0.0051  0.0089
O  12.1398  6.6177  25.6582  -0.0002  0.0019  0.0024
O  14.9761  16.939  25.7276  -0.0002  0.0005  0.0003
O  6.0936  14.1658  23.5084  -0.001  -0.0004  0.008
O  9.6235  7.635  25.1619  -0.0019  0.0005  0.0039
O  -1.9515  12.2973  30.8707  0.0012  0.0043  0.0022
O  3.9989  3.9237  27.6526  0.0085  0.0017  0.002
O  8.2218  3.5404  25.0037  -0.0019  0.0034  0.002

Results
free energy: -134612.016 eV
free energy less fixed offsets of O -570.45, Si -639.56 eV per atom: 9.504 eV

The program warned: the cutoff lies below the one the program advises for these potential files; the forces do not sum to zero within the program's tolerance; empty levels may hold ghost states of the PAW files; the exchange-correlation potential is rough where the density is thin.
